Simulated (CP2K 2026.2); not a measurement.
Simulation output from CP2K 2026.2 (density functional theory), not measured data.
Periodic cell of 654 atoms, Si398O256, from a study of silicon, its oxide and their interface. The atomic structure is a simulated model.
Doubt: the forces sum to 1.77 eV/angstrom along one axis rather than to zero, so they err by at least 0.0027 eV/angstrom per atom on average; the grid cutoff is modest.

Settings
functional: PBE
method: Gaussian and plane waves
basis set: DZVP-MOLOPT-SR-GTH
pseudopotentials: GTH-PBE
grid cutoff: 350 Ry, relative cutoff 50 Ry
k points: Gamma only
occupations: fixed
spin: none
net charge: 0

Cell vectors (angstrom)
a 16.4025 0 0
b 0 16.4025 0
c 0 0 42.5059

Atoms: element, x, y, z (angstrom)
Si 0.102 16.283 0.133
Si 3.145 2.623 0.109
Si 16.085 5.93 42.353
Si 3.257 7.714 42.24
Si 16.123 11.31 42.472
Si 2.412 14.147 0.1
Si 5.304 0.446 42.495
Si 8.676 2.406 0.186
Si 5.67 5.609 0.018
Si 7.915 8.557 42.432
Si 5.862 10.88 0.016
Si 8.576 13.564 0.219
Si 10.597 0.037 0.479
Si 13.005 3.142 0.073
Si 10.755 5.293 0.16
Si 13.943 8.245 42.25
Si 10.744 11.23 42.367
Si 13.824 13.476 42.45
Si 1.387 1.488 1.323
Si 4.373 4.118 1.408
Si 1.443 6.896 1.15
Si 4.088 9.591 1.109
Si 1.338 12.423 1.322
Si 4.115 15.229 1.314
Si 6.864 1.461 1.443
Si 9.615 4.006 1.691
Si 6.977 6.889 1.44
Si 9.644 9.643 1.239
Si 6.852 12.486 1.415
Si 9.452 14.999 1.855
Si 12.215 1.417 1.507
Si 14.883 4.261 1.16
Si 12.219 6.991 1.101
Si 15.075 9.63 1.295
Si 12.301 12.308 1.338
Si 14.951 15.065 1.366
Si 16.342 2.871 2.576
Si 2.736 0.118 2.749
Si 0.111 8.289 2.608
Si 2.781 5.486 2.598
Si 16.363 13.716 2.74
Si 2.719 10.959 2.565
Si 5.595 2.808 2.868
Si 8.055 0.054 2.943
Si 5.456 8.28 2.637
Si 8.239 5.492 2.844
Si 5.413 13.803 2.715
Si 8.232 10.985 2.68
Si 10.957 2.692 3.004
Si 13.662 0.053 2.754
Si 10.974 8.268 2.633
Si 13.586 5.615 2.611
Si 11.009 13.649 2.883
Si 13.667 10.921 2.692
Si 1.354 4.164 3.985
Si 4.125 1.446 4.139
Si 1.415 9.632 4.03
Si 4.094 6.874 4.042
Si 1.361 15.094 4.095
Si 4.072 12.328 3.994
Si 6.883 4.18 4.24
Si 9.518 1.352 4.274
Si 6.836 9.62 4.08
Si 9.636 6.913 4.08
Si 6.732 15.038 4.221
Si 9.591 12.285 4.177
Si 12.346 4.207 4.139
Si 15.069 1.454 4.033
Si 12.303 9.579 4.078
Si 15.074 6.914 3.971
Si 12.357 15.074 4.176
Si 15.022 12.303 4.094
Si 16.396 0.002 10.929
Si 2.727 2.738 10.938
Si 0.004 5.464 10.943
Si 2.735 8.195 10.929
Si 0.01 10.926 10.937
Si 2.731 13.672 10.941
Si 5.457 0.006 10.949
Si 8.196 2.734 10.931
Si 5.459 5.475 10.925
Si 8.212 8.197 10.931
Si 5.465 10.927 10.935
Si 8.202 13.66 10.941
Si 10.943 16.394 10.927
Si 13.683 2.731 10.934
Si 10.947 5.459 10.942
Si 13.68 8.188 10.951
Si 10.949 10.918 10.936
Si 13.677 13.657 10.922
Si 1.359 1.363 12.297
Si 4.107 4.094 12.299
Si 1.382 6.816 12.303
Si 4.108 9.548 12.295
Si 1.372 12.295 12.306
Si 4.096 15.033 12.318
Si 6.832 1.37 12.316
Si 9.574 4.082 12.301
Si 6.845 6.821 12.286
Si 9.593 9.538 12.299
Si 6.84 12.282 12.3
Si 9.579 15.026 12.301
Si 12.316 1.35 12.29
Si 15.048 4.083 12.309
Si 12.314 6.809 12.323
Si 15.054 9.55 12.314
Si 12.317 12.285 12.295
Si 15.034 15.025 12.288
Si 16.398 2.705 13.68
Si 2.715 0.002 13.673
Si 0.015 8.166 13.676
Si 2.73 5.431 13.674
Si 16.39 13.658 13.66
Si 2.743 10.912 13.658
Si 5.468 2.744 13.692
Si 8.208 16.39 13.67
Si 5.475 8.17 13.651
Si 8.199 5.45 13.66
Si 5.466 13.64 13.665
Si 8.222 10.904 13.643
Si 10.94 2.698 13.658
Si 13.668 16.378 13.662
Si 10.933 8.161 13.69
Si 13.674 5.424 13.686
Si 10.949 13.647 13.661
Si 13.672 10.91 13.671
Si 1.368 4.056 15.053
Si 4.067 1.384 15.042
Si 1.391 9.539 15.025
Si 4.121 6.788 15.013
Si 1.339 15.031 15.031
Si 4.107 12.263 15.038
Si 6.844 4.116 15.065
Si 9.58 1.346 15.045
Si 6.861 9.528 14.994
Si 9.56 6.779 15.057
Si 6.855 14.989 15.02
Si 9.593 12.256 15.012
Si 12.301 4.036 15.04
Si 15.033 1.324 15.038
Si 12.324 9.519 15.043
Si 15.065 6.772 15.043
Si 12.305 15.014 15.033
Si 15.034 12.288 15.034
Si 0 16.401 16.438
Si 2.721 2.735 16.48
Si 16.39 5.376 16.439
Si 2.773 8.158 16.361
Si 0 10.895 16.372
Si 2.683 13.623 16.364
Si 5.449 16.37 16.319
Si 8.252 2.763 16.409
Si 5.457 5.464 16.46
Si 8.153 8.134 16.404
Si 5.524 10.891 16.366
Si 8.228 13.601 16.385
Si 10.909 16.33 16.418
Si 13.625 2.626 16.413
Si 10.942 5.395 16.413
Si 13.701 8.127 16.395
Si 10.946 10.884 16.401
Si 13.689 13.673 16.413
Si 1.341 1.36 17.844
Si 4.106 4.102 17.859
Si 1.432 6.761 17.734
Si 4.207 9.471 17.703
Si 1.318 12.262 17.778
Si 4.069 15.007 17.705
Si 6.837 1.337 17.652
Si 9.588 4.111 17.892
Si 6.721 6.897 17.869
Si 9.591 9.442 17.741
Si 6.894 12.222 17.754
Si 9.584 14.919 17.784
Si 12.258 1.26 17.819
Si 14.989 3.962 17.808
Si 12.384 6.697 17.74
Si 15.089 9.48 17.73
Si 12.332 12.271 17.779
Si 15.011 15.079 17.824
Si 16.341 2.632 19.261
Si 2.753 0.001 19.143
Si 0.02 8.071 19.065
Si 2.769 5.505 19.255
Si 16.368 13.7 19.169
Si 2.81 10.815 18.929
Si 5.541 2.679 19.081
Si 8.121 16.292 18.962
Si 5.36 8.252 19.403
Si 8.162 5.615 19.192
Si 5.415 13.557 19.004
Si 8.226 10.783 19.104
Si 10.926 2.583 19.27
Si 13.588 16.348 19.274
Si 11.07 8.09 19.035
Si 13.56 5.255 19.195
Si 10.955 13.589 19.246
Si 13.777 10.869 19.087
Si 1.151 4.288 20.449
Si 4.459 1.06 20.41
Si 1.657 9.293 20.248
Si 3.727 7.08 20.865
Si 1.619 14.825 20.513
Si 3.775 12.431 20.34
Si 7.169 3.825 20.337
Si 9.229 1.307 20.42
Si 6.715 9.795 20.654
Si 9.717 6.962 20.578
Si 6.551 15.146 20.274
Si 9.935 11.779 20.371
Si 12.319 3.79 20.808
Si 14.621 1.603 20.647
Si 12.246 9.631 20.398
Si 15.287 6.374 20.317
Si 12.575 14.643 20.657
Si 14.89 12.437 20.481
Si 2.517 2.379 22.458
Si 14.152 8.284 22.462
Si 2.242 14.892 32.637
Si 16.356 10.613 22.41
Si 7.209 14.089 23.073
Si 1.028 5.699 25.335
Si 15.066 7.757 25.183
Si 0.355 11.067 28.12
Si 5.172 11.771 22.782
Si 7.497 3.494 23.199
Si 10.364 4.902 22.727
Si 7.649 9.018 23.352
Si 11.192 10.38 24.98
Si 12.57 14.936 23.795
Si 8.635 2.03 28.329
Si 3.787 6.684 24.071
Si 14.324 12.995 28.022
Si 15.935 2.577 33.833
Si 1.905 4.976 28.243
Si 5.889 4.745 25.556
Si 10.237 7.76 23.511
Si 8.783 6.187 29.764
Si 8.387 0.506 23.27
Si 16.07 2.783 25.621
Si 5.011 9.361 24.771
Si 16.203 10.708 25.278
Si 8.998 11.839 23.371
Si 14.933 0.603 23.687
Si 13.803 7.123 28.007
Si 1.299 16.217 23.231
Si 13.558 12.322 25.274
Si 14.515 3.225 31.118
Si 14.409 2.056 28.126
Si 0.982 12.349 33.414
Si 5.172 2.076 34.2
Si 6.378 7.837 29.837
Si 8.598 3.584 31.031
Si 7.992 15.353 27.575
Si 6.437 10.004 27.57
Si 11.329 15.81 30.452
Si 3.967 2.852 27.356
Si 9.056 13.804 30.189
Si 10.245 16.029 25.52
Si 2.443 1.509 25.195
Si 4.39 0.71 29.342
Si 1.834 15.749 29.95
Si 2.898 9.765 36.72
Si 5.108 7.237 32.284
Si 5.347 12.174 29.457
Si 4.69 8.17 35.146
Si 9.755 10.901 30.417
Si 5.921 4.313 32.233
Si 13.482 2.912 35.607
Si 8.447 4.797 27.141
Si 7.22 14.973 33.939
Si 11.521 1.015 27.935
Si 13.573 5.035 38.039
Si 14.741 13.987 33.499
Si 13.816 14.226 30.657
Si 4.322 5.701 30.201
Si 15.463 9.987 32.828
Si 4.061 5.457 35.991
Si 5.145 14.541 27.891
Si 15.472 15.66 28.641
Si 4.827 14.661 35.99
Si 13.264 11.709 34.526
Si 5.193 16.039 32.118
Si 10.543 2.835 34.606
Si 0.76 15.883 38.306
Si 14.853 8.216 35.151
Si 9.591 9.601 27.539
Si 15.533 8.752 29.877
Si 2.517 13.619 39.613
Si 2.75 12.52 35.869
Si 2.424 3.166 35.021
Si 8.251 4.762 40.846
Si 7.247 11.823 31.651
Si 7.968 1.064 35.336
Si 11.465 2.318 31.793
Si 2.046 15.319 35.741
Si 1.997 4.337 37.544
Si 11.456 7.523 38.067
Si 13.421 2.611 39.628
Si 10.633 6.684 27.748
Si 15.675 5.69 29.804
Si 2.833 13.032 28.659
Si 16.113 6.427 37.192
Si 7.156 15.329 40.45
Si 6.907 6.473 35.956
Si 12.891 12.059 37.551
Si 9.65 5.573 35.159
Si 8.941 16.002 37.903
Si 7.565 11.48 37.672
Si 1.248 3.975 40.614
Si 10.683 10.552 33.358
Si 14.348 14.916 37.531
Si 11.682 14.662 40.673
Si 0.15 9.248 37.261
Si 16.069 1.474 40.122
Si 3.505 9.08 39.604
Si 1.154 10.972 39.721
Si 8.925 5.859 38.023
Si 6.612 9.704 39.932
Si 5.424 13.6 38.6
Si 11.626 8.029 35.079
Si 8.004 11.984 34.466
Si 12.461 9.923 39.953
Si 10.084 13.23 38.287
Si 11.908 0.342 38.549
Si 14.695 0.156 34.948
O 0.22 2.761 40.939
O 12.3 1.911 38.666
O 2.601 3.688 41.469
O 15.968 1.087 34.525
O 0.495 5.355 41.03
O 14.887 15.384 36.066
O 0.35 10.632 41.094
O 2.834 8.019 40.649
O 12.996 15.817 37.754
O 15.023 12.439 41.93
O 3.034 13.659 41.156
O 1.233 15.2 42.088
O 4.134 1.482 41.873
O 6.215 0.047 41.169
O 8.326 3.177 41.265
O 6.735 5.265 41.275
O 4.472 6.603 41.968
O 0.314 10.339 38.457
O 3.714 7.036 35.795
O 7.637 8.694 40.758
O 6.859 9.665 0.548
O 6.258 11.015 40.883
O 6.234 12.328 38.025
O 8.111 14.579 41.528
O 9.634 1.13 42.144
O 11.066 15.091 42.112
O 13.336 2.283 41.211
O 11.842 4.207 42.003
O 9.472 5.604 41.601
O 8.513 4.863 39.236
O 13.579 9.29 40.993
O 15.013 7.068 41.714
O 7.288 10.06 38.465
O 11.326 10.67 40.893
O 13.08 13.881 41.006
O 11.927 16.132 40.044
O 1.932 3.738 21.802
O 0.021 5.372 21.04
O 5.516 16.28 20.989
O 3.895 1.865 21.748
O 13.959 7.721 23.983
O 1.137 10.417 21.337
O 4.08 6.605 22.447
O 7.364 15.646 23.58
O 1.577 14.997 22.188
O 2.676 13.625 20.218
O 8.383 13.263 23.877
O 3.833 12.206 21.974
O 4.966 5.907 24.899
O 6.746 4.179 21.908
O 9.26 0.449 21.867
O 8.316 2.666 20.635
O 6.043 10.993 21.606
O 1.404 12.262 28.488
O 10.108 7.975 21.888
O 8.707 7.998 24.049
O 5.873 13.156 23.349
O 7.319 14.252 21.448
O 7.988 10.586 23.693
O 11.151 8.877 24.297
O 10.129 5.47 21.201
O 11.69 3.973 22.393
O 13.65 2.851 21.105
O 14.937 0.845 22.076
O 12.842 9.03 21.838
O 11.148 10.766 20.893
O 14.461 6.96 21.599
O 15.417 9.291 22.383
O 12.148 15.053 22.217
O 13.24 13.488 24.177
O 13.686 13.459 20.955
O 10.398 11.499 24.098
O 15.113 2.029 24.5
O 2.798 2.635 24.048
O 0.635 10.792 23.883
O 2.538 8.208 21.15
O 6.14 11.471 28.207
O 0.789 10.743 26.567
O 12.722 10.938 25.012
O 11.681 16.055 28.854
O 3.599 1.627 26.323
O 1.374 1.203 22.338
O 1.495 5.849 26.91
O 2.362 5.943 24.413
O 0.24 4.254 25.138
O 15.244 11.663 28.11
O 5.46 9.717 26.293
O 7.931 0.566 28.005
O 2.564 14.331 29.606
O 4.66 2.191 28.686
O 7.531 1.872 23.185
O 5.004 3.917 26.667
O 9.044 4.107 23.319
O 7.54 8.816 21.73
O 3.796 8.256 24.641
O 15.483 11.911 21.942
O 4.724 10.777 24.004
O 13.602 16.172 24.151
O 9.176 12.093 21.788
O 2.399 0.022 24.462
O 11.47 0.87 31.1
O 3.746 11.884 29.381
O 14.457 7.178 26.539
O 5.599 13.784 29.28
O 12.784 2.046 27.946
O 15.017 5.754 38.174
O 5.239 3.525 33.468
O 3.115 5.588 29.139
O 5.909 8.297 31.33
O 2.52 3.549 27.721
O 13.569 13.14 29.458
O 6.235 8.614 24.008
O 7.319 3.457 32.051
O 9.885 15.107 30.734
O 9.158 15.211 26.428
O 6.461 3.757 24.415
O 8.738 5.222 31.043
O 8.024 5.334 28.604
O 10.69 6.191 23.726
O 5.558 6.474 29.446
O 11.199 15.02 24.676
O 13.248 12.845 26.799
O 15.141 11.946 25.206
O 9.444 0.609 24.501
O 16.24 16.045 23.94
O 10.124 3.123 31.35
O 12.905 3.079 31.51
O 10.241 1.84 28.488
O 5.319 0.285 30.617
O 0.971 1.815 25.847
O 15.191 2.966 26.998
O 3.156 4.643 34.892
O 0.569 4.891 29.18
O 2.825 0.63 29.791
O 12.392 14.805 31.146
O 0.363 10.99 32.742
O 14.767 2.529 29.648
O 6.047 8.92 28.7
O 3.646 2.076 34.851
O 8.024 9.929 27.183
O 3.809 13.635 27.404
O 15.262 14.313 27.739
O 7.97 13.271 31.3
O 6.049 5.918 32.658
O 6.537 14.783 27.011
O 15.409 9.313 25.414
O 7.991 7.59 29.927
O 1.886 3.025 36.573
O 11.864 3.18 35.507
O 8.121 2.704 29.724
O 7.262 5.386 26.18
O 6.507 15.113 32.463
O 10.329 6.459 29.338
O 8.4 14.348 28.797
O 11.243 0.551 26.405
O 13.251 8.011 34.867
O 1.917 13.291 32.451
O 14.876 0.523 27.837
O 15.491 2.532 32.251
O 0.63 15.968 28.901
O 14.726 15.452 30.075
O 4.611 8.094 33.542
O 15.187 9.334 36.346
O 0.19 7.779 37.968
O 4.952 4.324 30.879
O 5.172 0.886 33.128
O 1.402 9.359 36.202
O 10.959 9.097 34.051
O 8.214 10.699 30.95
O 10.006 12.472 29.958
O 8.402 3.148 27.127
O 9.964 5.433 26.872
O 13.766 3.866 36.911
O 9.88 4.278 34.206
O 12.229 6.901 27.676
O 2.867 11.374 37.022
O 12.452 6.221 37.849
O 5.971 15.071 34.964
O 9.315 14.449 37.502
O 13.598 1.246 35.557
O 1.941 15.01 39.003
O 15.133 9.499 31.291
O 14.202 8.456 28.91
O 11.216 2.03 33.372
O 14.55 13.544 31.934
O 13.642 13.284 34.472
O 4.245 13.162 35.599
O 1.359 15.697 31.517
O 4.639 16.049 28.149
O 15.031 4.79 31.015
O 15.461 6.801 35.729
O 6.95 11.596 33.254
O 3.818 6.647 31.451
O 3.533 4.94 37.462
O 0.231 9.716 29.07
O 16.183 13.34 33.954
O 2.006 11.842 34.591
O 3.609 15.735 35.957
O 8.148 16.296 34.198
O 11.356 12.645 37.455
O 9.843 8.02 27.254
O 9.995 9.993 29.076
O 5.806 11.7 30.928
O 6.515 1.849 35.166
O 14.468 15.608 33.619
O 15.692 0.374 41.266
O 16.123 7.235 30.206
O 16.399 6.873 24.86
O 10.662 10.452 31.717
O 10.56 10.387 26.484
O 15.625 8.643 33.769
O 5.127 9.026 39.757
O 2.711 10.483 39.911
O 3.832 15.152 32.347
O 14.833 1.939 39.162
O 5.705 5.336 35.882
O 3.872 13.2 38.815
O 5.494 14.762 37.467
O 1.091 3.11 34.038
O 7.534 6.524 37.469
O 9.311 1.998 35.274
O 1.812 13.785 36.311
O 1.78 15.406 34.131
O 9.655 5.101 36.75
O 9.985 6.987 38.539
O 10.871 6.602 34.808
O 7.682 11.486 36.016
O 6.234 7.932 35.636
O 14.29 10.812 33.627
O 9.352 11.208 34.018
O 10.397 0.348 37.947
O 1.637 3.972 39.055
O 0.788 0.904 39.091
O 10.681 13.78 39.717
O 11.351 8.363 36.662
O 4.085 9.596 35.616
O 1.278 12.571 39.456
O 1.104 16.205 36.728
O 0.963 5.445 36.949
O 14.676 3.401 34.56
O 8.008 0.344 36.808
O 6.141 14.179 39.92
O 8.088 13.63 34.333
O 3.21 8.828 38.02
O 13.175 11.305 36.119
O 8.946 12.054 38.365
O 8.149 6.202 34.917
O 13.282 4.224 39.425
O 8.104 16.007 39.307
O 13.018 11.002 38.819
O 9.562 12.385 42.059
O 14.445 5.811 28.725
O 11.911 8.583 39.203
O 11.84 11.583 33.794
O 13.931 13.336 37.691
O 15.659 15.204 38.485
Si 16.402 0.069 5.448
Si 2.704 2.811 5.432
Si 0.002 5.524 5.386
Si 2.738 8.242 5.42
Si 0.021 10.948 5.432
Si 2.728 13.677 5.43
Si 5.415 0.044 5.549
Si 8.205 2.777 5.588
Si 5.44 5.541 5.483
Si 8.217 8.238 5.445
Si 5.448 10.991 5.425
Si 8.186 13.668 5.502
Si 10.943 16.39 5.544
Si 13.711 2.789 5.456
Si 10.957 5.543 5.492
Si 13.707 8.224 5.419
Si 10.96 10.916 5.506
Si 13.701 13.674 5.501
Si 1.374 1.416 6.818
Si 4.079 4.144 6.828
Si 1.367 6.868 6.785
Si 4.104 9.598 6.8
Si 1.372 12.314 6.812
Si 4.062 15.034 6.853
Si 6.814 1.391 6.898
Si 9.606 4.158 6.879
Si 6.844 6.88 6.83
Si 9.574 9.569 6.854
Si 6.814 12.307 6.849
Si 9.56 15.02 6.881
Si 12.334 1.404 6.835
Si 15.077 4.152 6.81
Si 12.352 6.88 6.833
Si 15.063 9.579 6.806
Si 12.326 12.298 6.854
Si 15.067 15.069 6.83
Si 0.011 2.768 8.192
Si 2.711 0.021 8.201
Si 0.009 8.21 8.185
Si 2.714 5.504 8.186
Si 0.016 13.681 8.192
Si 2.734 10.945 8.186
Si 5.435 2.769 8.216
Si 8.193 0.002 8.23
Si 5.466 8.235 8.188
Si 8.201 5.503 8.211
Si 5.45 13.677 8.214
Si 8.195 10.937 8.208
Si 10.962 2.756 8.216
Si 13.685 0.016 8.197
Si 10.959 8.21 8.209
Si 13.696 5.488 8.196
Si 10.943 13.651 8.219
Si 13.698 10.926 8.2
Si 1.375 4.12 9.567
Si 4.088 1.374 9.574
Si 1.375 9.569 9.558
Si 4.102 6.851 9.549
Si 1.367 15.044 9.572
Si 4.094 12.299 9.575
Si 6.833 4.118 9.566
Si 9.58 1.375 9.569
Si 6.838 9.57 9.574
Si 9.59 6.84 9.575
Si 6.824 15.035 9.588
Si 9.572 12.289 9.58
Si 12.333 4.116 9.572
Si 15.051 1.384 9.556
Si 12.329 9.565 9.575
Si 15.056 6.843 9.572
Si 12.316 15.035 9.559
Si 15.058 12.301 9.56

Results
total energy: -154805.095 eV
total energy less fixed offsets of O -438.35, Si -107.03 eV per atom: 10.445 eV

Forces (eV/angstrom) on atoms 214 to 498 of the 654, counted in the order above; the others are left out for length: element, x, y, z
Si 0.171 0.027 0.088
Si -0.067 0.001 0.114
Si -0.136 0.011 -0.077
Si 0.162 0.058 0.063
Si -0.211 0.017 0.04
Si 0.032 0.032 0.167
Si 0.073 0.183 0.054
Si 0.107 0.146 0.103
Si -0.107 -0.057 -0.033
Si 0.258 -0.081 -0.055
Si -0.04 -0.095 -0.297
Si -0.063 -0.047 0.344
Si -0.074 0.056 0.129
Si 0.012 -0.002 0.26
Si -0.074 0.009 0.366
Si -0.052 0.092 -0.126
Si 0.13 -0.069 0.177
Si -0.057 -0.041 -0.299
Si -0.044 0.102 0.316
Si -0.064 0.048 -0.367
Si -0.017 0.038 0.25
Si -0.008 -0.023 -0.379
Si -0.128 0.028 -0.089
Si -0.006 0.002 0.26
Si -0.054 -0.056 -0.125
Si 0.034 0.058 0.016
Si 0.115 -0.007 -0.227
Si 0.017 -0.246 -0.103
Si -0.095 -0.057 0.007
Si 0.245 -0.075 0.162
Si -0.012 0.074 0.234
Si -0.015 0.098 -0.209
Si 0.115 -0.017 0.247
Si -0.13 -0.012 -0.113
Si -0.032 -0.033 -0.05
Si 0.128 0.01 -0.271
Si -0.001 0.016 0.171
Si 0.057 0.001 0.224
Si -0.028 -0.021 -0.109
Si -0.01 0.042 -0.122
Si 0.141 0.065 -0.296
Si 0.038 -0.103 -0.311
Si 0.014 0.004 -0.235
Si -0.006 0.027 -0.372
Si 0.007 -0.01 -0.154
Si -0.004 -0.098 -0.155
Si -0.061 -0.055 0.071
Si -0.019 0.081 -0.134
Si -0.069 0.003 -0.106
Si -0.004 0.048 -0.013
Si -0.008 -0.039 0.154
Si 0.08 -0.162 -0.12
Si -0.004 0.002 0.188
Si -0.025 -0.017 -0.107
Si 0.005 0.111 0.012
Si -0.036 -0.022 0.135
Si -0.055 0.042 -0.264
Si 0.041 -0.093 0.236
Si 0.043 -0.103 -0.283
Si -0.104 0.034 -0.079
Si -0.019 0.077 0.132
Si 0.049 -0.032 -0.121
Si -0.108 -0.02 -0.161
Si -0.048 -0.011 0.155
Si 0.014 -0.012 0.312
Si 0.033 -0.019 -0.201
Si -0.051 -0.112 -0.175
Si -0.052 -0.103 0.204
Si 0.05 0.037 0.317
Si -0.04 -0.098 -0.011
Si 0.019 0.031 0.179
Si -0.156 -0.176 0.023
Si 0.023 -0.089 0.351
Si -0.048 0.09 -0.226
Si -0.059 0.007 -0.177
Si -0.097 0.044 -0.134
Si 0.07 0.028 0.224
Si -0.036 0.06 0.206
Si -0.001 -0.27 0.221
Si 0.026 0.016 0.124
Si 0.053 -0.073 0.172
Si 0.021 0.049 0.139
Si -0.029 -0.078 0.241
Si 0.046 0.175 -0.021
Si 0.032 -0.205 -0.168
Si -0.187 0.058 -0.281
Si 0.04 0.013 -0.213
Si 0.061 0.075 -0.199
Si -0.063 -0.076 -0.24
Si -0.008 -0.017 0.044
Si 0.077 -0.051 0.14
Si 0.031 0.004 0.189
Si -0.083 0.229 -0.011
Si -0.043 0.043 0.198
Si 0.202 -0.083 -0.106
Si 0.147 0.241 -0.043
Si 0.087 0.032 -0.024
Si -0.023 -0.036 0.173
Si -0.07 -0.003 0.157
Si 0.012 0.179 -0.026
Si 0.076 -0.096 0.007
Si 0.024 -0.142 -0.293
Si 0.029 0.109 -0.223
Si 0.011 0.082 -0.101
Si 0.078 0.048 -0.13
Si -0.048 -0.004 -0.195
Si 0.096 0.111 -0.06
Si -0.038 -0.075 0.297
Si -0.088 0.021 0.32
Si 0.031 0.08 0.019
Si -0.112 0.046 -0.268
Si -0.082 -0.106 -0.229
Si -0.152 -0.063 0.366
O -0.037 -0.015 0.031
O 0.066 0.044 0.26
O -0.09 -0.006 -0.216
O 0.249 0.232 0.075
O 0.259 -0.011 -0.323
O -0.046 -0.02 -0.464
O -0.183 -0.181 0.161
O -0.338 0.132 0.218
O -0.149 -0.12 -0.307
O -0.036 -0.011 0.268
O 0.188 0.012 0.325
O 0.016 -0.034 0.104
O -0.068 -0.065 0.62
O 0.194 0.08 0.154
O -0.154 -0.009 -0.001
O 0.127 0.106 -0.212
O -0.437 0.052 0.155
O 0.173 0.08 -0.114
O -0.081 -0.095 -0.187
O 0.067 -0.112 0.274
O -0.307 -0.084 -0.432
O -0.313 0.285 0.571
O -0.144 -0.191 -0.195
O 0.128 0.384 -0.139
O 0.143 -0.094 0.626
O -0.016 0.014 0.014
O -0.028 0.1 -0.054
O 0.296 -0.121 0.116
O 0.309 0.452 0.162
O 0.131 0.016 0.166
O 0.17 0.209 0.267
O 0.281 0.118 0.355
O -0.231 -0.136 0.11
O 0.028 0.187 0.267
O -0.156 -0.059 -0.068
O 0.266 0.115 0.007
O 0.209 0.026 -0.18
O -0.191 0.104 -0.449
O 0.057 0.08 -0.492
O 0.005 0.101 0.074
O -0.222 -0.044 -0.098
O -0.204 0.064 -0.014
O 0.212 -0.118 -0.636
O -0.231 -0.031 -0.213
O -0.08 0.005 -0.383
O -0.103 -0.108 0.078
O -0.112 -0.092 0.104
O 0.115 0.134 -0.303
O -0.102 -0.137 -0.236
O 0.026 0.24 -0.356
O 0.001 -0.101 -0.265
O -0.097 -0.102 -0.077
O 0.362 0.05 -0.18
O 0.048 0.22 0.239
O -0.316 -0.211 -0.585
O 0.01 0.043 0.065
O 0.074 -0.136 0.221
O 0.298 0.164 -0.301
O -0.116 0.027 0.124
O 0.056 -0.186 -0.323
O 0.02 -0.032 -0.049
O 0.187 0.044 -0.288
O 0.055 -0.22 -0.22
O 0.163 0.125 -0.534
O -0.059 0.078 0.063
O -0.219 0.059 -0.262
O -0.316 -0.04 0.065
O 0.069 0.018 0.202
O -0.338 -0.106 -0.338
O 0.095 0.114 -0.08
O -0.034 0.175 -0.032
O 0.18 0.204 -0.166
O -0.014 0.142 0.126
O 0.192 0.175 -0.096
O -0.034 -0.109 -0.107
O 0.325 -0.018 -0.199
O 0.122 0.112 0.122
O -0.12 0.248 0.121
O 0.12 -0.153 -0.167
O 0.283 -0.073 0.23
O -0.064 -0.098 -0.148
O -0.246 -0.061 -0.468
O 0.06 0 0.289
O 0.08 -0.041 -0.043
O 0.2 0.129 0.16
O -0.097 -0.11 0.095
O 0.078 0.377 0.3
O 0.058 0.224 -0.062
O 0.033 0.164 -0.076
O 0.181 0.056 0.277
O -0.398 -0.025 0.316
O 0.085 0.106 0.058
O 0.319 0.022 -0.278
O -0.197 -0.165 -0.333
O -0.165 0.076 -0.184
O -0.15 -0.076 0.026
O -0.255 0.176 -0.298
O -0.116 -0.004 0.262
O -0.214 0.188 -0.066
O -0.154 -0.161 -0.348
O -0.17 -0.151 -0.213
O 0.137 -0.16 0.333
O -0.275 -0.113 0.245
O 0.118 -0.012 0.305
O -0.018 0.126 0.261
O 0.205 -0.228 0.088
O -0.283 -0.065 0.043
O 0.119 0.009 0.135
O -0.173 -0.042 0.213
O -0.109 -0.042 0.079
O 0.066 0.192 0.316
O 0.129 0.149 -0.295
O 0.091 -0.138 0.102
O 0.167 0.234 0.045
O -0.249 -0.145 -0.003
O 0.179 -0.146 0.146
O -0.139 0.016 0.219
O -0.018 -0.073 0.263
O -0.103 -0.142 0.051
O 0.022 0.066 -0.023
O -0.124 0.055 0.21
O -0.038 -0.075 0.381
O -0.025 0.194 0.176
O 0.088 0.04 0.197
O 0.027 0.075 -0.296
O -0.033 0.196 -0.085
O -0.103 -0.004 0.305
O 0.141 0.17 0.47
O -0.012 -0.164 0.107
O -0.097 -0.257 0.222
O 0.048 0.294 0.368
O 0.095 -0.14 -0.259
O -0.094 -0.158 0.221
O -0.116 -0.058 -0.093
O -0.089 -0.233 0.377
O -0.033 0.11 0.044
O 0.201 0.148 0.234
O 0.077 -0.192 0.182
O 0.113 -0.187 0.047
O 0.113 -0.219 0.045
O 0.081 0.137 0.055
O 0.206 0.099 -0.018
O -0.209 -0.011 0.025
O 0.273 -0.172 0.238
O -0.078 -0.095 0.031
O -0.325 0.064 0.033
O 0.157 0.173 0.13
O -0.079 -0.229 -0.06
O 0.097 -0.265 0.036
O -0.192 0.152 0.305
O 0.181 0.055 0.337
O -0.091 0.049 -0.032
O -0.004 0.125 0.089
O -0.247 -0.115 0.016
O 0.23 0.06 0.056
O -0.041 0.227 0.111
O 0.021 -0.006 -0.196
O -0.157 -0.211 -0.292
O -0.103 0.089 -0.211
O 0.045 0.136 -0.143
O -0.125 0.142 0.335
O 0.004 0.294 -0.041
O 0.035 -0.104 -0.122
O -0.215 0.002 0.289
O 0.034 0.001 0.127
O 0.069 -0.101 -0.122
O -0.008 0.07 0.029
O -0.139 0.011 -0.159
O -0.146 -0.218 0.006
O -0.04 0.02 -0.296
O -0.157 -0.027 -0.106
O 0.119 0.066 -0.012
